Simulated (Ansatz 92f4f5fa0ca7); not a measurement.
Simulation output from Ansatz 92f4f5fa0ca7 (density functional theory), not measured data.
Periodic cell of 215 atoms, Si133O82, from a study of silicon, its oxide and their interface. The atomic structure is a simulated model.

Settings
functional: PBE
potential files: Ansatz PAW
basis: plane waves
wave-function cutoff: 700 eV
density cutoff ratio: 5
exchange-correlation grid ratio: 1
k mesh: 2 x 2 x 1, shifted by 0.5 0.5 0.5 of a step
self-consistency stop: 5e-08 eV per atom in the density residual
occupations: fixed
spin: none
net charge: 0

Cell vectors (angstrom)
a, 10.938, 0, 0
b, 0, 10.938, 0
c, 0, 0, 31.5681

Atoms and the computed forces on them: element, x, y, z (angstrom), force x, y, z (eV/angstrom)
Si, 0.5028, -0.3755, 24.1843, 0.034, -0.023, -0.0516
Si, 5.0382, 0.6495, 24.1588, -0.0459, 0.0444, -0.0215
Si, 3.2631, 2.3662, 24.1309, 0.0349, -0.0579, -0.0383
Si, 7.865, 3.3279, 24.1725, -0.0298, 0.0531, -0.0407
Si, -0.6618, 5.9571, 24.0594, -0.0814, 0.0116, -0.0415
Si, 6.1568, 5.031, 24.3307, 0.0547, -0.0234, -0.0361
Si, 2.2109, 8.8229, 24.2078, -0.0309, 0.0474, -0.0438
Si, 8.6468, 7.7896, 24.283, 0.0174, -0.0566, -0.044
Si, 1.4591, 1.415, 25.3809, 0.0027, -0.0197, -0.0133
Si, 6.8688, 1.4896, 25.3716, 0.0038, 0.0221, 0.0201
Si, 4.2, 4.1384, 25.375, 0.0251, -0.0133, 0.0162
Si, 9.5738, 4.207, 25.4971, 0.0066, 0.0068, -0.0101
Si, 1.2892, 6.8717, 25.2317, -0.0188, 0.0179, 0.0252
Si, 6.9191, 6.8578, 25.5722, 0.0137, -0.023, -0.0241
Si, 4.0975, 9.6956, 25.3524, -0.001, 0.0264, -0.0134
Si, 9.6493, 9.5934, 25.4146, 0.0138, -0.0116, 0.014
Si, 2.7391, 0.0296, 26.8177, 0.0095, 0.0012, -0.0285
Si, 8.2022, 0.0203, 26.7206, -0.0212, -0.0004, 0.0533
Si, 0.0242, 2.7464, 26.7396, 0.0138, -0.0059, 0.0766
Si, 5.4823, 2.7616, 26.8183, 0.0035, -0.0108, -0.0316
Si, 2.7135, 5.501, 26.6697, -0.0185, 0.0122, 0.0524
Si, 8.215, 5.472, 26.9147, 0.0095, 0.0019, -0.0254
Si, 0.0125, 8.1797, 26.791, 0.0068, -0.0105, -0.0303
Si, 5.4339, 8.2554, 26.7469, -0.0187, 0.0163, 0.0784
Si, 4.1018, 1.3673, 28.1499, 0.1766, 0.1402, 0.322
Si, 9.5708, 1.3673, 28.1499, 0.0372, 0.0626, -0.4441
Si, 1.3673, 4.1018, 28.1499, 0.1824, 0.1897, -0.4662
Si, 6.8362, 4.1018, 28.1499, -0.1114, -0.0956, 0.7522
Si, 4.1018, 6.8362, 28.1499, -0.2707, 0.1282, -0.555
Si, 9.5708, 6.8362, 28.1499, 0.3527, 0.2382, 0.699
Si, 1.3673, 9.5708, 28.1499, 0.0922, -0.1294, 0.0772
Si, 6.8362, 9.5708, 28.1499, -0.0206, 0.2168, -0.3641
Si, 0, 0, 29.5171, -0.0124, -0.0355, -0.044
Si, 5.469, 0, 29.5171, 0.0297, 0.0614, 0.0035
Si, 2.7345, 2.7345, 29.5171, 0.1108, 0.0453, -0.0269
Si, 8.2035, 2.7345, 29.5171, -0.0438, 0.0378, 0.0174
Si, 0, 5.469, 29.5171, 0.0203, 0.1219, 0.0152
Si, 5.469, 5.469, 29.5171, 0.0641, -0.073, -0.0203
Si, 2.7345, 8.2035, 29.5171, 0.0108, 0.0302, 0.0017
Si, 8.2035, 8.2035, 29.5171, 0.0984, -0.0058, -0.0233
Si, 1.3673, 1.3673, 30.8844, -0.0272, 0.0254, -0.001
Si, 6.8362, 1.3673, 30.8844, 0.0292, -0.0383, -0.0069
Si, 4.1018, 4.1018, 30.8844, -0.0707, 0.0373, 0.0159
Si, 9.5708, 4.1018, 30.8844, 0.0474, -0.0494, -0.0216
Si, 1.3673, 6.8362, 30.8844, 0.0088, -0.0614, -0.0031
Si, 6.8362, 6.8362, 30.8844, -0.0678, 0.0632, 0.0033
Si, 4.1018, 9.5708, 30.8844, 0.0183, -0.0538, -0.0152
Si, 9.5708, 9.5708, 30.8844, -0.0648, 0.0298, 0.0112
Si, 2.7345, 0, 0.6835, 0.0898, -0.0449, -0.0039
Si, 8.2035, 0, 0.6835, -0.0198, 0.0348, 0.0237
Si, 0, 2.7345, 0.6835, -0.0769, 0.0528, -0.0122
Si, 5.469, 2.7345, 0.6835, 0.0784, -0.0507, -0.0114
Si, 2.7345, 5.469, 0.6835, 0.006, 0.0503, 0.0267
Si, 8.2035, 5.469, 0.6835, 0.0397, -0.0236, -0.007
Si, 0, 8.2035, 0.6835, 0.0557, -0.0348, -0.0087
Si, 5.469, 8.2035, 0.6835, -0.0476, 0.0589, -0.0032
Si, 4.1018, 1.3673, 2.0507, -0.0997, 0.0404, -0.0009
Si, 9.5708, 1.3673, 2.0507, 0.1323, 0.0536, -0.0241
Si, 1.3673, 4.1018, 2.0507, -0.0687, -0.1403, -0.0057
Si, 6.8362, 4.1018, 2.0507, -0.0789, 0.0083, 0.0356
Si, 4.1018, 6.8362, 2.0507, 0.0628, 0.0067, -0.0224
Si, 9.5708, 6.8362, 2.0507, -0.0907, -0.0195, 0.03
Si, 1.3673, 9.5708, 2.0507, -0.1229, -0.0263, 0.0295
Si, 6.8362, 9.5708, 2.0507, -0.0258, -0.1086, -0.0153
Si, 0, 0, 3.418, 0.0815, 0.2763, -0.5961
Si, 5.469, 0, 3.418, 0.0072, -0.1346, 0.5422
Si, 2.7345, 2.7345, 3.418, -0.1602, -0.3506, -0.6599
Si, 8.2035, 2.7345, 3.418, 0.1908, -0.0241, 0.5199
Si, 0, 5.469, 3.418, -0.2304, -0.2774, 0.4741
Si, 5.469, 5.469, 3.418, -0.0195, 0.1292, -0.5098
Si, 2.7345, 8.2035, 3.418, 0.0715, -0.213, 0.4384
Si, 8.2035, 8.2035, 3.418, -0.3336, -0.1643, -0.4535
Si, 1.4094, 1.3185, 4.7541, -0.0112, -0.0094, 0.022
Si, 6.8586, 1.3558, 4.8369, 0.0193, 0.0003, -0.084
Si, 4.0694, 4.1016, 4.6829, -0.0025, 0.0065, 0.033
Si, 9.5733, 4.0703, 4.9051, -0.0007, 0.0051, -0.0458
Si, 1.3661, 6.7864, 4.8241, 0.0094, -0.0106, -0.0662
Si, 6.8334, 6.8074, 4.7631, -0.0168, -0.0033, 0.031
Si, 4.1104, 9.5305, 4.8535, 0.0021, -0.0018, -0.07
Si, 9.5239, 9.6168, 4.6779, -0.0059, 0.0119, 0.0383
Si, 2.6971, -0.0583, 6.2085, -0.0373, 0.0238, -0.0178
Si, 8.1929, -0.1069, 6.201, 0.0335, -0.0271, 0.017
Si, 0.0483, 2.5633, 6.2133, 0.0286, 0.014, 0.0012
Si, 5.4095, 2.7849, 6.0499, -0.029, 0.003, 0.0483
Si, 2.6411, 5.2355, 6.1606, 0.0215, -0.0285, 0.0054
Si, 8.1083, 5.4736, 6.2518, -0.0433, 0.0319, -0.016
Si, -0.0853, 8.2497, 5.9868, -0.016, 0.0119, 0.0329
Si, 5.4112, 8.0427, 6.203, 0.0234, -0.0117, -0.0001
Si, 3.7345, 1.7507, 7.3162, -0.0066, 0.0547, 0.0324
Si, 10.0421, 0.7503, 7.436, 0.0623, -0.0374, 0.0446
Si, 1.889, 3.3429, 7.5209, 0.0603, -0.0355, 0.0424
Si, 6.2076, 4.5352, 7.4279, -0.0625, 0.0221, 0.0301
Si, 4.2846, 6.2742, 7.4214, 0.0212, -0.0426, 0.0467
Si, 9.088, 7.3883, 7.2698, 0.002, 0.0586, 0.0419
Si, 0.929, 9.8042, 7.4257, -0.0605, 0.015, 0.0351
Si, 7.2028, 9.0251, 7.4081, 0.0398, -0.0031, 0.0336
O, 6.6179, 3.7876, 8.8678, 0.015, 0.0153, -0.0124
O, 6.6722, 9.4958, 8.939, -0.0222, -0.0066, -0.0064
O, 9.9186, 7.1686, 8.7157, -0.0197, -0.0228, 0.0147
O, 1.4483, 8.8634, 8.7283, 0.0009, 0.0196, -0.0165
O, 4.492, 1.4169, 8.7735, -0.0146, -0.0212, 0.0201
O, 1.6394, 3.4431, 9.1885, -0.0151, -0.0084, 0.0036
O, 9.4697, 1.4542, 8.8305, 0.0031, -0.005, 0.0056
O, 3.2637, 6.6658, 8.7316, 0.0107, 0.0011, -0.0014
O, 7.9635, 8.257, 22.8489, 0.0204, 0.0107, -0.036
O, 8.3969, 3.322, 22.5651, 0.0229, 0.0143, -0.0031
O, 6.2032, 5.54, 22.7433, -0.0315, 0.0171, -0.0152
O, 2.8547, 2.8473, 22.5667, 0.0118, 0.0285, -0.0073
O, 11.1329, 11.039, 22.6131, -0.0204, -0.0108, -0.0221
O, -0.7776, 5.3667, 22.4732, 0.0026, -0.0218, 0.0082
O, 2.4905, 8.6575, 22.582, 0.0433, -0.0175, -0.012
O, 5.6594, 0.5333, 22.6234, -0.0032, -0.0253, -0.0225
Si, 9.4374, 1.7237, 10.4296, -0.0202, 0.0115, 0.003
Si, 4.0971, 11.9538, 10.2991, 0.0145, -0.0259, -0.0081
Si, 7.5575, 4.1415, 10.1452, 0.0126, 0.0056, 0.0088
Si, 6.6811, 6.8341, 11.3248, -0.0062, 0.0043, -0.013
Si, -3.0528, 7.4938, 17.0646, -0.0034, -0.0031, -0.0034
Si, 5.1692, 6.0771, 21.6259, 0.0063, 0.0349, -0.0016
Si, 7.5782, 6.3505, 14.1276, -0.0057, -0.0096, -0.0029
Si, 10.52, 2.1933, 19.5754, -0.0182, 0, 0.0034
Si, 2.7386, -2.8494, 9.3782, 0.0028, -0.0017, 0.0177
Si, 8.9729, -0.6983, 12.3944, -0.0007, -0.003, -0.0119
Si, 12.496, 2.5242, 10.5562, -0.0085, -0.0125, 0.001
Si, 3.257, 6.4429, 14.9981, 0.0029, -0.0091, -0.0037
Si, -1.64, 4.2839, 21.5649, -0.0027, -0.005, -0.024
Si, 9.0441, 0.6936, 14.9079, -0.0065, 0.0051, 0.0003
Si, 6.6293, 2.5133, 16.9334, 0.0053, 0.001, -0.0077
Si, -4.4126, -0.225, 13.9385, 0.0037, 0.0096, 0.0015
Si, 7.45, 6.1755, 19.7614, -0.0086, 0.0002, -0.0031
Si, 10.7654, -0.3644, 21.0917, 0.0071, 0.0059, 0.0176
Si, 9.3339, 6.4582, 10.0396, -0.0025, 0.0003, -0.0143
Si, 16.3566, 4.2613, 14.6852, 0.0083, 0.0049, 0.0002
Si, 2.4622, 9.1028, 16.3536, 0.0006, -0.0057, -0.0027
Si, -1.3174, 2.9957, 16.6357, -0.0047, 0.0113, -0.0127
Si, 3.5734, 8.5829, 21.3808, 0.0125, -0.0107, 0.0222
Si, 2.3244, 3.002, 18.7845, -0.0011, 0.0075, -0.0027
Si, -0.7407, 7.3384, 12.6307, 0.0033, -0.0095, -0.0105
Si, 5.6967, -0.1579, 21.1541, 0.0139, -0.0025, 0.0067
Si, 3.4376, 3.782, 21.3623, 0.0075, 0.0091, 0.0125
Si, 8.1892, 8.8039, 21.3383, -0.019, -0.0023, 0.0092
Si, 12.0544, 4.9405, 16.5974, -0.0083, 0.0034, -0.0134
Si, 5.127, 2.3029, 19.4372, 0.0124, -0.0053, 0.0035
Si, 7.2767, 10.3184, 16.6177, -0.0065, -0.0012, 0.0045
Si, 12.6818, 9.0924, 19.2515, 0.0065, 0.0073, 0.0083
Si, 5.3555, 9.2478, 9.8706, -0.0174, -0.0037, 0.0035
Si, 3.3636, 10.7598, 13.868, 0.0046, -0.0022, -0.0145
Si, 2.2788, -2.8992, 12.5956, 0.007, -0.0075, -0.0245
Si, 11.0483, -3.1993, 17.2908, -0.0018, -0.0037, -0.0042
Si, 3.5611, 2.5995, 12.6284, 0.0081, 0.0028, 0.0051
O, 9.9555, 1.9152, 15.4467, -0.0147, -0.0126, 0.0126
O, 24.7697, 12.2924, 13.5076, 0.0078, 0.0082, -0.0094
O, 9.1394, 0.2775, 11.1174, 0.0036, 0.0153, 0.0211
O, 5.8807, 5.9196, 20.1641, 0.0295, 0.0183, 0.0345
O, 6.6765, 0.8499, 17.0942, 0.0091, -0.003, -0.0146
O, 4.8532, 3.1718, 20.7948, -0.0414, -0.0074, -0.0123
O, 5.7508, 0.8942, 19.9227, -0.0119, 0.0191, 0.0022
O, -2.0467, 4.9459, 9.6329, -0.0243, 0.0083, 0.0294
O, 7.5, 1.0815, 14.3554, 0.023, -0.0295, 0.0096
O, 9.4938, 7.6412, 16.9246, -0.0029, 0.0006, 0.0225
O, 6.6444, 5.1805, 11.0823, 0.0177, 0.0137, -0.0021
O, 3.3241, 7.7407, 16.0129, -0.0195, 0.0092, -0.0183
O, 2.4172, 3.9544, 20.1103, 0.0176, -0.024, -0.0108
O, 6.9129, 4.8285, 14.2183, -0.0225, 0.02, 0.0115
O, 5.5743, 3.068, 15.8047, 0.0083, 0.0145, 0.0031
O, 9.7836, -0.0367, 13.6628, -0.0339, -0.0008, -0.0027
O, 6.1807, 3.0245, 18.4243, -0.0149, -0.0195, -0.007
O, 4.6051, 5.5642, 15.2585, -0.0099, -0.0127, -0.015
O, 9.7149, -1.5987, 21.1771, -0.0118, 0.0184, 0.0051
O, 8.3686, 5.0043, 20.4223, -0.0093, 0.0155, 0.0181
O, 3.2322, -3.9331, 13.4496, -0.0075, 0.0081, 0.0249
O, 6.7286, 7.0939, 12.9335, 0.0188, -0.0212, 0.0055
O, 2.0318, 3.897, 17.4568, -0.0136, -0.0059, 0.0188
O, 9.9997, 0.8194, 20.2679, 0.0314, 0.0024, 0.0006
O, -0.5576, 6.4191, 11.2814, -0.0289, 0.0245, 0.0094
O, 4.4573, 3.6327, 13.5087, -0.0131, -0.0061, 0.0111
O, 4.0005, 9.0625, 8.9762, 0.0168, -0.005, 0.0204
O, 7.0624, -1.0161, 21.0126, 0.0119, -0.0205, 0.0268
O, 10.919, 2.2512, 10.909, 0.0087, -0.0093, -0.0174
O, 9.1845, -4.4068, 13.6772, -0.0102, 0.0204, -0.0085
O, 0.8812, 8.6577, 16.157, 0.0129, -0.0155, 0.0398
O, 4.9273, 10.5901, 10.7129, 0.0075, 0.0139, -0.0084
O, 3.7066, 2.1504, 18.6214, 0.0021, 0.0224, 0.0284
O, 11.7136, 6.2628, 17.4672, -0.0005, 0.0053, -0.0182
O, 4.2797, -0.9445, 20.9954, -0.0041, -0.0155, 0.0086
O, -2.1013, 10.6066, 16.1768, -0.0326, 0.0124, -0.0197
O, 1.1259, 1.9635, 19.1083, 0.0093, 0.022, 0.0001
O, 11.2901, 8.4042, 18.7554, 0.0199, 0.008, -0.024
O, 4.972, -0.0399, 13.57, -0.0085, -0.0143, 0.0077
O, 10.6068, 4.241, 16.2677, 0.0153, -0.0054, 0.0296
O, 4.8176, 7.6439, 21.8466, -0.0374, -0.0313, -0.0189
O, -2.7393, 2.7692, 10.8027, 0.0222, -0.0213, -0.0131
O, -2.9276, 7.3009, 10.5057, 0.0158, -0.0323, 0.0178
O, 0.7721, -3.2794, 13.1437, 0.0057, 0.0046, -0.0048
O, 2.6841, -1.3346, 12.9194, 0.0042, -0.0056, 0.025
O, 2.9551, 10.3465, 15.4065, -0.0005, -0.0138, -0.0086
O, 9.5969, 8.7765, 12.1553, -0.0104, 0.0034, 0.0112
O, 4.5848, 13.0141, 11.4472, -0.0377, 0.0023, 0.0026
O, 6.4553, 9.8103, 15.296, 0.0251, 0.0277, 0.0068
O, 7.271, 8.9658, 17.5531, 0.0194, -0.0257, -0.0041
O, 7.5175, -4.6349, 18.1272, 0.0048, 0.0216, 0.007
O, 7.3657, -0.9002, 12.7089, 0.0187, 0.0124, 0.0201
O, 9.7492, 2.485, 18.1747, 0.0153, -0.0035, 0.0274
O, 8.0109, 7.5953, 20.2909, -0.0103, -0.0015, 0.0175
O, 12.167, 10.2275, 20.3087, -0.0191, -0.0117, 0.0184
O, 8.0202, 3.2702, 16.5263, -0.011, -0.0133, 0.0023
O, 2.5902, 9.5889, 17.9212, -0.023, -0.0218, -0.006
O, 10.3392, 3.3818, 20.6778, -0.0081, -0.0144, -0.0075
O, 2.2794, 3.2866, 11.835, 0.0075, -0.0344, -0.0155
O, 5.5237, 7.8577, 10.7584, 0.0101, 0.0185, -0.0051
O, 2.4397, -14.0185, 10.9757, 0, 0.0048, 0.0178
O, 1.9576, 5.4558, 15.2868, 0.015, 0.0087, 0.0249
O, 7.3638, 7.0591, 15.5781, 0.0127, -0.0131, 0.0014
O, 2.4196, 1.0958, 10.343, -0.0008, 0.0583, 0.019
O, 3.7537, 5.2968, 21.8577, 0.0096, -0.0216, -0.0059
O, 2.748, 8.078, 20.0624, -0.0072, 0.0303, 0.0079

Results
free energy: -131199.390 eV
free energy less fixed offsets of O -569.03, Si -635.61 eV per atom: -2.800 eV

The program warned: the cutoff lies below the one the program advises for these potential files; the forces do not sum to zero within the program's tolerance; the exchange-correlation potential is rough where the density is thin.
